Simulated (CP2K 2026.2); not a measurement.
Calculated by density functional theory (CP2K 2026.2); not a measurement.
Periodic cell of 504 atoms, Si360O144, from a study of silicon, its oxide and their interface. The atomic structure is a simulated model.
Doubt: the forces sum to 1.60 eV/angstrom along one axis rather than to zero, so they err by at least 0.0032 eV/angstrom per atom on average; the grid cutoff is modest.

Settings: functional PBE; method Gaussian and plane waves; basis set DZVP-MOLOPT-SR-GTH; pseudopotentials GTH-PBE; grid cutoff 350 Ry, relative cutoff 50 Ry; k points Gamma only; occupations fixed; spin none; net charge 0.

Cell vectors (angstrom)
a 16.32 0 0
b 0 16.32 0
c -2.9015 -1.4696 33.8136

Atoms and the computed forces on them: element, x, y, z (angstrom), force x, y, z (eV/angstrom)
Si -1.286 13.098 33.649 -0.207 0.294 0.701
Si 4.371 1.156 0.008 -0.244 0.094 0.787
Si 1.201 4.264 0.015 0.191 -0.14 0.733
Si 3.811 7.145 0.162 0.083 -0.218 0.734
Si 1.706 9.352 0.525 -0.048 -0.175 0.581
Si 3.741 12.277 0.262 0.296 0.097 0.641
Si 6.595 15.258 0.032 0.035 -0.221 0.766
Si 9.112 1.681 0.059 0.336 -0.254 0.729
Si 6.914 3.94 0.279 -0.167 0.165 0.718
Si 6.369 5.551 33.806 0.144 -0.162 0.738
Si 6.966 9.154 0.017 -0.056 0.282 0.723
Si 6.781 10.577 33.779 -0.165 0.123 0.739
Si 9.605 13.202 33.735 -0.215 0.198 0.754
Si 14.688 1.673 0.14 0.071 -0.127 0.756
Si 12.537 3.923 0.161 -0.207 0.047 0.723
Si 12.427 5.045 33.73 -0.184 0.208 0.739
Si 9.038 8.379 33.735 0.099 -0.184 0.738
Si 14.683 12.392 0.047 0.206 -0.128 0.76
Si 2.701 16.263 1.162 0.022 -0.021 -0.062
Si 5.379 2.696 1.485 -0.003 -0.022 -0.049
Si 2.697 5.461 1.38 -0.003 0.007 -0.055
Si 5.45 8.152 1.489 0.001 -0.004 -0.047
Si 2.788 10.882 1.841 0.004 0.007 0.016
Si 5.441 13.574 1.255 -0.006 0.034 -0.05
Si 8.127 0.038 1.409 -0.025 -0.011 -0.054
Si 10.841 2.742 1.306 0.001 0.006 -0.037
Si 8.197 5.482 1.437 -0.014 0.029 -0.034
Si 10.868 8.203 1.249 -0.017 -0.002 -0.063
Si 8.121 10.838 1.245 0.021 -0.024 -0.05
Si 10.878 13.602 1.279 0.017 -0.016 -0.061
Si 13.559 -0.02 1.297 0.008 -0.011 -0.042
Si 0.016 2.76 1.385 -0.009 0.019 -0.061
Si 13.736 5.488 1.371 0.019 0.012 -0.048
Si 0.006 8.069 1.417 -0.041 -0.036 -0.053
Si 13.518 10.864 1.355 -0.018 -0.004 -0.049
Si 0.005 13.558 1.265 0.015 0.001 -0.027
Si 1.383 1.308 2.619 0.022 -0.012 0
Si 4.022 4.089 2.758 0.011 0.007 0.011
Si 1.358 6.761 2.821 0.02 0.005 0.023
Si 4.236 9.514 2.968 0.014 -0.035 0.047
Si 1.252 12.276 2.843 -0.008 0.041 0.016
Si 4.059 14.946 2.633 -0.009 0.021 0.031
Si 6.794 1.375 2.814 -0.001 0.006 0.028
Si 9.572 4.111 2.744 0.01 -0.005 0.028
Si 6.789 6.765 2.807 0.007 -0.007 0.031
Si 9.501 9.523 2.67 -0.003 -0.001 0.038
Si 6.811 12.234 2.637 -0.007 -0.012 -0.008
Si 9.538 14.966 2.665 -0.012 -0.009 0.004
Si 12.176 1.329 2.666 0.018 0.028 0.009
Si 15.018 4.116 2.789 0.001 0 0.026
Si 12.264 6.848 2.624 -0.027 -0.019 0.002
Si 14.918 9.488 2.677 0.017 0.019 -0.004
Si 12.2 12.252 2.72 -0.023 -0.002 0.037
Si 14.986 14.965 2.641 -0.008 -0.001 0.012
Si 0.011 -0.003 4.026 -0.01 -0.008 -0.001
Si 2.684 2.679 4.063 -0.024 0.003 -0.015
Si 0.02 5.427 4.192 -0.004 0.01 0.003
Si 2.742 8.139 4.159 -0.025 -0.012 -0.03
Si -0.086 10.854 4.105 -0.009 -0.007 0.025
Si 2.705 13.644 4.084 0.025 -0.023 -0.019
Si 5.403 -0.033 4.072 -0.009 -0.015 -0.017
Si 8.186 2.751 4.104 -0.012 0.005 0
Si 5.417 5.406 4.13 0.013 0.002 -0.004
Si 8.173 8.172 4.09 0.005 0.018 -0.025
Si 5.56 10.945 4.184 0.029 0.007 0.023
Si 8.168 13.592 4.013 0.008 -0.006 0.008
Si 10.866 -0.009 4.069 -0.001 0.014 0.01
Si 13.58 2.705 4.027 0.009 0.007 -0.024
Si 10.941 5.478 4.049 -0.004 0.015 0.012
Si 13.574 8.167 4.066 0.005 -0.007 -0.007
Si 10.844 10.881 4.067 0.001 0.003 -0.011
Si 13.61 13.611 4.033 0.004 -0.009 -0.018
Si 1.354 14.993 16.292 -0.003 0.005 -0.009
Si 4.088 1.4 16.338 0.018 0.001 -0.006
Si 1.387 4.075 16.346 -0.002 0.001 0.002
Si 4.087 6.791 16.368 -0.002 0.004 -0.002
Si 1.366 9.457 16.301 -0.006 -0.001 -0.016
Si 4.103 12.225 16.275 -0.006 0.006 -0.012
Si 6.806 14.973 16.28 0 0.006 -0.014
Si 9.533 1.384 16.301 0.014 -0.004 -0.013
Si 6.772 4.103 16.362 0.001 0.001 0.005
Si 9.491 6.802 16.338 0.007 -0.007 -0.008
Si 6.795 9.504 16.355 -0.002 -0.002 -0.002
Si 9.521 12.254 16.32 0.004 0.004 -0.006
Si 12.226 14.94 16.31 0.003 -0.018 -0.001
Si -1.337 1.377 16.332 0 0.005 -0.005
Si 12.248 4.073 16.327 -0.005 -0.006 -0.016
Si -1.341 6.776 16.314 -0.008 0.008 -0.002
Si 12.218 9.515 16.28 -0.003 0.005 -0.013
Si -1.374 12.236 16.265 -0.001 -0.004 -0.015
Si 2.669 0.08 17.663 -0.021 0.001 -0.019
Si 5.429 2.746 17.753 -0.021 -0.01 0.022
Si 2.733 5.425 17.736 -0.006 -0.001 0.016
Si 5.449 8.14 17.754 0.001 0.005 0.005
Si 2.798 10.784 17.592 0.008 -0.004 -0.029
Si 5.429 13.628 17.618 0.003 -0.019 0.011
Si 8.175 0.013 17.622 -0.008 0.009 -0.014
Si 10.865 2.743 17.688 0.009 0.002 0.008
Si 8.122 5.468 17.729 0 0.002 -0.002
Si 10.862 8.175 17.659 0.002 0.019 0.02
Si 8.161 10.897 17.675 -0.005 0.012 0.012
Si 10.871 13.599 17.716 0.004 0.012 0.013
Si 13.6 -0.01 17.625 0 0.005 0.011
Si 0.042 2.718 17.726 0.004 -0.012 0.009
Si 13.642 5.403 17.676 -0.004 -0.009 -0.009
Si 0.002 8.121 17.696 0.023 0.001 0.02
Si 13.564 10.893 17.611 0.005 0.005 -0.008
Si 0.01 13.581 17.596 -0.005 -0.003 0.012
Si 1.382 1.402 19.167 0.023 -0.017 -0.005
Si 4.05 4.08 19.172 0.005 0.004 -0.013
Si 1.365 6.77 19.103 0.003 -0.005 -0.026
Si 4.087 9.501 19.107 -0.012 0.012 0.006
Si 1.417 12.147 18.827 -0.013 0.006 -0.04
Si 4.037 15.014 18.917 0.007 -0.002 -0.024
Si 6.871 1.361 19.016 -0.003 0.019 -0.028
Si 9.483 4.103 19.061 0.005 -0.018 -0.016
Si 6.793 6.805 19.171 0.013 -0.016 0.002
Si 9.535 9.557 19.049 -0.019 0.001 -0.022
Si 6.773 12.28 18.99 0.005 -0.006 -0.043
Si 9.487 15.006 19.03 0.027 -0.022 -0.001
Si 12.24 1.344 18.985 0.007 -0.006 -0.033
Si -1.3 4.077 19.083 -0.019 0.02 0.012
Si 12.241 6.773 18.949 -0.002 -0.011 -0.023
Si -1.414 9.532 18.946 0 0.003 -0.035
Si 12.242 12.202 19.049 -0.001 -0.003 -0.019
Si -1.343 14.945 18.95 0.002 0.001 -0.033
Si 0.006 -0.072 20.384 -0.006 0.001 0.069
Si 2.673 2.778 20.655 -0.008 0.027 0.051
Si 0.005 5.425 20.53 0.018 0.009 0.047
Si 2.731 8.132 20.487 -0.009 -0.014 0.068
Si 0.055 10.851 20.195 -0.002 -0.005 0.058
Si 2.727 13.522 20.152 -0.005 -0.005 0.034
Si 5.399 0.052 20.263 -0.022 0.024 0.036
Si 8.184 2.702 20.465 0.011 -0.007 0.035
Si 5.451 5.416 20.559 -0.015 -0.017 0.064
Si 8.177 8.229 20.462 0.013 0.007 0.07
Si 5.449 10.924 20.404 0.015 0.008 0.072
Si 8.088 13.681 20.359 -0.016 -0.001 0.03
Si 10.844 0.04 20.382 0.013 0.014 0.062
Si 13.656 2.656 20.34 -0.019 -0.019 0.055
Si 10.885 5.48 20.353 -0.007 0.001 0.042
Si 13.552 8.154 20.287 0 0.013 0.034
Si 10.898 10.883 20.473 0.021 0.022 0.059
Si 13.635 13.586 20.318 -0.012 -0.005 0.042
Si 1.19 14.559 21.514 -0.014 0.212 -0.663
Si 4.398 1.585 21.731 -0.247 -0.012 -0.742
Si 1.534 4.406 22.062 -0.247 -0.324 -0.725
Si 3.86 6.571 21.868 0.192 0.142 -0.761
Si 1.032 9.277 21.632 0.183 0.074 -0.75
Si 4.249 12.534 21.616 -0.043 -0.204 -0.702
Si 6.428 14.8 21.615 0.231 0.041 -0.695
Si 9.864 1.687 21.784 -0.247 -0.318 -0.742
Si 6.631 3.794 21.845 0.094 0.211 -0.749
Si 9.764 7.045 21.723 -0.127 -0.105 -0.764
Si 7.101 9.915 21.731 -0.189 -0.229 -0.797
Si 9.29 12.165 21.645 0.264 0.112 -0.734
Si 12.42 15.144 21.574 -0.143 -0.248 -0.761
Si -1.634 0.998 21.67 0.273 0.226 -0.799
Si 12.109 3.891 21.551 0.124 0.144 -0.769
Si -1.226 7.074 21.654 -0.104 -0.243 -0.748
Si 12.03 9.191 21.724 0.031 0.268 -0.717
Si -1.027 12.425 21.497 -0.157 0.017 -0.693
Si 2.586 -0.009 23.602 0.013 -0.045 -0.171
Si 12.373 6.528 30.993 -0.035 -0.159 0.105
Si 5.463 1.945 28.725 0.022 0.084 0.148
Si 7.763 4.057 28.823 -0.072 -0.012 -0.039
Si 2.856 14.532 26.06 -0.087 -0.1 -0.015
Si 13.726 5.367 23.852 0.095 0.028 -0.158
Si 7.848 3.671 31.824 -0.064 0.073 0.086
Si 7.585 13.925 26.705 -0.007 0.078 -0.115
Si 12.491 6.044 26.574 0.012 -0.037 -0.004
Si 12.259 -0.244 31.02 0.009 -0.03 0.113
Si -0.006 3.892 24.88 0.165 0.051 -0.181
Si -1.77 13.231 27.844 -0.047 0.046 0.085
Si 3.759 6.628 27.137 0.038 0.009 0
Si 3.719 11.842 24.561 -0.015 0.006 -0.106
Si -2.403 13.577 30.651 0.108 -0.079 0.172
Si 7.639 6.88 28.765 0.073 -0.076 -0.002
Si 10.734 0.745 27.32 0.077 -0.036 -0.092
Si 0.033 -1.019 26.613 0.074 0.043 -0.106
Si 13.383 11.109 23.535 0.066 -0.081 -0.034
Si 2.347 3.949 31.828 -0.091 -0.09 0.105
Si 10.417 14.611 26.003 0.003 0.009 0.001
Si 5.298 8.96 28.415 -0.009 -0.001 -0.041
Si 13.067 1.771 29.011 -0.051 -0.041 -0.069
Si -1.573 9.905 29.501 -0.006 -0.063 -0.012
Si -0.049 1.063 24.298 -0.02 -0.184 -0.033
Si 0.363 4.088 27.854 -0.038 -0.008 -0.029
Si 7.285 10.859 27.167 0.106 -0.038 0.023
Si 3.331 4.295 29.03 0.004 -0.1 -0.003
Si 3.813 10.798 30.151 -0.075 0.075 0.011
Si 6.826 -0.708 24.572 0.004 -0.019 -0.139
Si 9.305 0.685 24.772 0.12 0.12 -0.064
Si 1.34 9.816 29.151 0.035 -0.031 0.16
Si 6.854 0.943 31.185 -0.06 -0.119 0.055
Si 5.303 7.161 24.638 -0.031 -0.038 -0.124
Si 1.072 7.818 26.681 -0.056 0.076 0.054
Si -1.701 8.073 27.35 -0.017 -0.067 -0.02
Si 6.165 9.97 24.708 0.007 0.031 -0.22
Si 8.375 13.373 30.867 0.139 -0.089 0.089
Si 2.296 9.254 31.883 -0.03 -0.042 0.054
Si 5.274 -0.557 26.923 0.073 -0.148 -0.004
Si 9.346 -0.318 29.845 0.049 0.028 0.02
Si 8.004 5.626 23.984 -0.035 -0.054 -0.119
Si 9.514 10.805 29.364 -0.057 0.014 0.045
Si 13.559 9.249 32.105 -0.169 0.001 0.033
Si 0.263 1.624 31.633 0.016 0.071 0.174
Si 12.439 11.849 28.987 -0.037 0.041 0.061
Si -2.376 4.732 28.863 -0.021 0.048 0.025
Si -0.463 1.132 28.626 0.027 -0.004 0.128
Si -1.257 10.903 25.957 -0.003 0.061 -0.115
Si 9.754 7.917 30.715 -0.021 0.062 0.107
Si 1.361 10.008 24.621 -0.019 -0.041 -0.048
Si 5.55 12.513 31.603 0.024 -0.108 0.204
Si 9.339 5.547 26.81 -0.06 -0.008 -0.039
Si 11.21 13.284 23.646 -0.021 0.061 0
Si 1.356 14.991 5.442 -0.011 -0.004 0.003
Si 4.066 1.346 5.433 0.013 0.01 -0.001
Si 1.365 4.027 5.486 0.014 0 0.017
Si 4.082 6.77 5.503 0.011 0.006 0.005
Si 1.34 9.525 5.446 0.007 0.008 0.003
Si 4.084 12.276 5.443 -0.021 0.002 -0.004
Si 6.794 14.935 5.404 -0.001 -0.003 0.005
Si 9.524 1.358 5.44 -0.003 0.009 0.007
Si 6.806 4.072 5.469 0.008 -0.01 0.019
Si 9.55 6.807 5.423 -0.005 -0.009 0.008
Si 6.872 9.535 5.503 0.001 0.008 0.015
Si 9.506 12.249 5.425 -0.003 0 0.006
Si 12.25 14.961 5.41 0.006 -0.005 0.01
Si 14.955 1.354 5.391 0.009 0.006 0.003
Si 12.259 4.084 5.415 0.001 -0.002 -0.005
Si 14.938 6.816 5.455 0.006 0.005 0.011
Si 12.219 9.527 5.428 -0.007 0.005 0.003
Si 14.912 12.241 5.448 -0.011 0.001 0.001
Si 2.709 0.013 6.815 -0.009 -0.002 0.003
Si 5.438 2.698 6.801 0.003 0.006 0.003
Si 2.723 5.402 6.838 -0.002 -0.015 0.002
Si 5.457 8.167 6.813 0.006 0.01 -0.002
Si 2.718 10.894 6.785 0 -0.003 0.01
Si 5.444 13.612 6.812 0.001 -0.009 -0.01
Si 8.149 -0.011 6.775 -0.001 0.004 0.001
Si 10.89 2.729 6.783 -0.002 -0.008 -0.005
Si 8.178 5.452 6.792 -0.007 0.003 0
Si 10.885 8.161 6.806 -0.002 0.012 -0.002
Si 8.2 10.9 6.849 -0.002 -0.014 0.007
Si 10.882 13.606 6.776 -0.001 -0.008 -0.002
Si 13.606 0 6.774 -0.004 0.002 -0.005
Si -0.025 2.689 6.81 -0.001 0.001 -0.001
Si 13.597 5.435 6.805 0.008 -0.004 -0.001
Si -0.013 8.167 6.813 -0.01 -0.004 -0.003
Si 13.567 10.882 6.808 0.002 0.013 0.005
Si -0.006 13.6 6.78 0.006 -0.006 -0.001
Si 1.347 1.354 8.177 0.006 0 0
Si 4.095 4.057 8.181 -0.003 -0.001 0.003
Si 1.35 6.79 8.161 -0.008 0.002 -0.006
Si 4.077 9.528 8.151 -0.013 0.003 -0.001
Si 1.357 12.247 8.151 0.008 0.001 -0.003
Si 4.079 14.971 8.167 0.008 0.003 -0.004
Si 6.802 1.344 8.157 -0.012 -0.005 -0.002
Si 9.527 4.081 8.152 0 -0.002 0
Si 6.818 6.803 8.163 0.011 0.004 -0.001
Si 9.546 9.52 8.185 0.008 0.022 0.009
Si 6.798 12.247 8.173 -0.002 -0.005 -0.003
Si 9.518 14.963 8.14 -0.002 -0.007 -0.011
Si 12.247 1.363 8.141 0.01 0.016 0.001
Si 14.954 4.074 8.162 -0.001 0.001 0.002
Si 12.239 6.794 8.165 -0.004 -0.003 -0.009
Si 14.947 9.529 8.166 0.002 0.001 -0.008
Si 12.222 12.246 8.162 -0.004 -0.017 0.004
Si 14.958 14.959 8.145 0.004 -0.001 -0.004
Si -0.007 -0.012 9.524 0.005 -0.001 -0.003
Si 2.718 2.71 9.529 -0.013 -0.001 0.003
Si -0.006 5.433 9.522 0 -0.01 0.003
Si 2.718 8.16 9.507 0.012 0.002 -0.002
Si 0 10.885 9.516 -0.001 0.005 0.003
Si 2.719 13.6 9.519 -0.003 -0.002 -0.002
Si 5.44 0.002 9.529 -0.004 0.003 0.002
Si 8.164 2.718 9.508 0 0.003 0
Si 5.456 5.437 9.518 0.003 -0.003 -0.004
Si 8.169 8.161 9.528 -0.002 0.011 -0.002
Si 5.435 10.881 9.521 0.003 0.003 0.003
Si 8.163 13.611 9.519 -0.001 -0.005 -0.002
Si 10.877 0.008 9.5 0 -0.002 -0.005
Si 13.593 2.718 9.52 0.005 0.001 0.003
Si 10.878 5.436 9.526 -0.001 0.007 0.003
Si 13.599 8.155 9.524 0.001 0 0.002
Si 10.891 10.883 9.54 0.004 -0.002 0.006
Si 13.598 13.602 9.509 -0.004 -0.004 -0.006
Si 1.358 14.955 10.884 -0.002 0 0.004
Si 4.081 1.36 10.889 0.001 0.001 0.003
Si 1.36 4.077 10.877 0.014 0.006 0
Si 4.084 6.799 10.864 -0.005 0.001 0.003
Si 1.361 9.518 10.875 -0.008 0 0.004
Si 4.079 12.24 10.885 -0.001 0.002 0.001
Si 6.803 14.965 10.886 -0.001 -0.004 0.001
Si 9.523 1.365 10.875 0.001 0.002 -0.001
Si 6.811 4.079 10.879 0.001 -0.003 0.002
Si 9.522 6.798 10.889 -0.005 0.003 0.004
Si 6.797 9.518 10.876 -0.003 0 0.002
Si 9.517 12.244 10.876 0.003 -0.015 -0.003
Si 12.236 14.967 10.862 0.006 -0.002 -0.008
Si 14.959 1.36 10.875 0.002 -0.003 0
Si 12.236 4.076 10.888 0.003 -0.006 0.002
Si 14.957 6.793 10.884 0.001 0.002 -0.005
Si 12.246 9.514 10.891 -0.004 0.013 -0.001
Si 14.958 12.242 10.875 0.001 0.008 0.002
Si 2.719 -0.001 12.242 0.001 -0.004 0
Si 5.443 2.729 12.24 -0.006 0.004 0.001
Si 2.728 5.435 12.223 -0.01 -0.004 -0.005
Si 5.439 8.153 12.233 0.003 0.001 -0.003
Si 2.721 10.875 12.244 0.008 0.006 0.003
Si 5.444 13.6 12.244 0.001 -0.003 0.003
Si 8.158 0.014 12.241 -0.001 0 0.002
Si 10.875 2.721 12.253 0 -0.002 0.006
Si 8.162 5.44 12.249 0.005 0.002 0.001
Si 10.88 8.157 12.252 0.005 0.008 0.003
Si 8.16 10.877 12.228 -0.004 0.012 -0.002
Si 10.878 13.609 12.224 -0.001 0 -0.006
Si 13.594 0.004 12.225 -0.002 0.003 -0.009
Si 0.002 2.719 12.237 0 -0.001 0
Si 13.598 5.436 12.247 0 0 0.004
Si 0.008 8.148 12.238 0 0 0.004
Si 13.608 10.874 12.239 0.002 -0.012 -0.002
Si -0.004 13.597 12.243 0 -0.007 0
Si 1.369 1.371 13.598 0.002 -0.002 0.003
Si 4.086 4.094 13.598 0 0.003 -0.003
Si 1.371 6.777 13.591 0.017 -0.003 -0.003
Si 4.083 9.506 13.6 -0.006 -0.001 0.01
Si 1.359 12.235 13.603 -0.017 0.005 0.005
Si 4.084 14.966 13.601 0.004 -0.001 0.001
Si 6.8 1.379 13.606 -0.006 0.005 0.003
Si 9.516 4.087 13.619 -0.003 0.002 0.006
Si 6.792 6.799 13.604 -0.005 0.002 0.007
Si 9.505 9.518 13.6 -0.006 0.009 -0.002
Si 6.812 12.232 13.592 0.009 -0.015 -0.002
Si 9.524 14.97 13.587 0.005 -0.006 0.003
Si 12.249 1.357 13.6 0.013 -0.014 0.001
Si 14.965 4.076 13.602 0.001 -0.003 0.005
Si 12.236 6.792 13.61 -0.003 0.006 0
Si 14.966 9.505 13.595 0.005 0.007 0.003
Si 12.231 12.238 13.575 0.002 0.004 -0.002
Si 14.95 14.97 13.586 -0.008 0.007 -0.003
Si -0.01 0.017 14.938 -0.002 -0.001 0.005
Si 2.733 2.736 14.958 0.001 0.001 0
Si 0.02 5.42 14.963 0.004 -0.001 -0.003
Si 2.736 8.119 14.954 -0.011 -0.003 0.004
Si 0.01 10.853 14.956 0.002 0.001 0.002
Si 2.722 13.606 14.954 0.004 -0.004 0
Si 5.431 0.025 14.96 -0.001 -0.008 -0.005
Si 8.141 2.745 14.983 -0.003 0 -0.001
Si 5.434 5.449 14.977 -0.01 0.002 0.003
Si 8.145 8.158 14.967 -0.002 0.004 0.002
Si 5.465 10.859 14.946 0.002 0.013 0.001
Si 8.17 13.605 14.941 -0.006 0 0.001
Si 10.882 0.001 14.953 -0.001 0.009 -0.002
Si 13.608 2.719 14.963 -0.001 -0.001 0.002
Si 10.876 5.445 14.986 0.007 0.003 0.001
Si 13.608 8.146 14.96 -0.003 -0.001 -0.003
Si 10.865 10.891 14.94 0.006 -0.002 0.001
Si 13.583 13.601 14.927 0 -0.003 0.004
O 5.52 2.658 22.282 -0.078 0.115 0.369
O 2.173 6.662 26.836 -0.092 -0.538 0.109
O 10.906 5.912 26.804 -0.079 0.038 -0.067
O 6.124 11.237 32.436 0.074 -0.049 -0.424
O 2.713 5.503 22.333 0.015 -0.057 0.418
O -1.623 11.553 22.726 0.372 -0.164 0.185
O -2.047 0.899 28.385 -0.129 -0.474 -0.559
O 10.994 2.824 22.061 0.061 0.076 0.368
O 2.145 15.011 22.755 0.13 -0.394 0.049
O 10.909 8.107 22.24 0.099 0.094 0.522
O 1.168 9.701 32.926 -0.233 -0.238 0.05
O 5.381 8.66 25.238 -0.174 0.12 0.646
O 5.226 11.287 24.766 0.234 0.306 0.057
O 7.046 4.929 32.45 0.128 0.238 -0.389
O 0.07 13.499 22.089 -0.173 -0.121 0.636
O -1.913 6.588 23.048 0.127 0.1 0.516
O -2.794 3.9 33.323 0.139 0.045 -0.449
O -0.174 11.917 33.428 0.125 -0.144 -0.197
O -0.175 6.844 33.559 0.158 0.211 -0.531
O 11.945 5.641 32.287 -0.521 0.088 -0.052
O 13.514 -0.066 22.01 -0.211 -0.026 0.397
O 3.896 0.715 23.02 0.198 -0.268 0.255
O 4.061 5.503 28.251 0.277 -0.055 0.225
O 5.339 13.67 22.085 -0.145 -0.144 0.609
O 5.003 1.275 33.613 0.015 -0.176 -0.045
O 10.671 1.298 33.447 -0.154 -0.157 -0.262
O 0.953 4.092 23.57 0.08 -0.237 0.362
O 6.851 2.405 31.884 -0.223 0.175 0.159
O 3.396 3.212 32.793 0.16 0.141 -0.291
O 8.794 5.201 25.326 0.094 -0.501 0.085
O 9.067 6.374 23.027 0.15 0.14 0.292
O 10.061 1.441 26.002 0.123 0.473 -0.035
O 0.445 4.534 26.291 0.356 0.595 0.116
O 5.851 10.282 27.667 -0.16 0.203 -0.289
O 12.764 5.927 25 -0.473 0.252 -0.117
O -0.424 7.195 26.852 -0.123 -0.715 -0.063
O 4.517 13.33 32.525 0.013 0.031 -0.435
O -1.772 13.499 32.135 0.131 -0.009 -0.17
O 2.687 10.755 25.152 0.09 -0.262 0.67
O 12.933 12.954 27.879 -0.529 0.372 -0.331
O 8.328 0.671 30.603 0.282 0.332 0.091
O -1.529 9.461 26.577 0.118 0.066 0.159
O 7.344 14.165 25.114 0.261 -0.529 -0.474
O 13.464 10.606 28.802 -0.139 -0.274 -0.401
O 11.806 14.62 22.981 -0.175 0.527 0.402
O -1.007 2.144 32.501 -0.134 0.136 -0.4
O 6.562 8.03 28.659 0.022 -0.003 -0.033
O 5.407 -0.468 25.297 -0.54 0.086 -0.394
O -0.187 1.023 30.214 -0.237 -0.37 -0.058
O 6.872 -0.731 22.97 0.146 0.122 0.168
O -1.146 1.393 23.167 -0.071 0.037 0.175
O 12.708 12.492 30.463 -0.557 -0.138 0.508
O 11.047 7.062 30.241 -0.046 -0.101 -0.629
O 9.597 0.393 28.418 -0.327 0.047 0.041
O 9.446 1.3 23.304 0 -0.08 0.287
O 12.872 9.652 23.055 0.353 -0.459 0.494
O 12.291 10.163 32.502 -0.343 -0.155 -0.56
O 4.476 7.175 23.248 -0.162 0.054 0.122
O 9.08 13.732 32.286 -0.083 0.332 -0.067
O 2.583 -1.426 33.358 -0.086 -0.227 -0.22
O 4.188 2.928 28.863 -0.255 -0.277 0.1
O 7.911 9.489 33.29 0.135 0.171 -0.418
O 1.622 8.862 30.457 0.03 -0.36 0.041
O 1.319 14.3 26.536 -0.186 -0.351 0.002
O 2.555 10.91 29.119 -0.052 0.364 -0.349
O 8.358 3.889 30.315 0.614 -0.193 -0.214
O 1.368 1.042 23.516 0.211 0.195 -0.394
O 10.723 -0.527 30.652 -0.168 -0.299 0.079
O 1.268 2.852 31.332 0.035 0.147 -0.272
O 6.802 2.823 28.442 0.414 0.102 -0.338
O 1.323 8.945 27.81 0.272 0.132 -0.051
O 13.151 7.823 31.526 0.247 -0.182 -0.061
O 7.455 10.286 25.65 0.647 -0.161 -0.332
O 10.724 12.066 33.366 0.269 -0.036 -0.209
O 8.218 11.037 22.107 0.042 -0.232 0.257
O 13.236 4.891 27.416 -0.046 -0.419 -0.301
O -1.857 9.023 33.395 0.178 0.2 -0.055
O -1.036 12.007 27.094 0.257 -0.158 0.377
O -0.1 10.54 29.27 -0.073 0.58 -0.232
O 9.877 -0.828 24.749 -0.208 -0.162 -0.554
O 6.611 14.992 27.473 0.169 0.011 0.545
O 6.911 5.437 28.846 -0.692 0.053 0.16
O 8.836 11.919 30.324 -0.058 -0.105 0.045
O 1.255 8.517 25.235 -0.152 -0.419 -0.284
O 0.984 0.444 32.467 -0.089 -0.019 -0.211
O 6.545 9.521 23.203 -0.223 -0.283 0.188
O 9.812 9.448 30.19 0.232 0.24 0.256
O 1.566 5.135 32.59 -0.245 0.164 -0.479
O 7.73 0.54 25.09 -0.478 0.313 0.438
O -0.771 4.935 28.679 0.231 0.596 0.464
O 8.476 7.157 30.11 -0.317 -0.084 0.342
O 13.167 7.436 27.069 -0.348 0.248 -0.07
O 4.171 8.1 27.66 -0.285 0.175 -0.211
O 12.18 12.097 23.197 -0.013 -0.179 -0.442
O 8.58 6.843 27.441 0.167 0.58 -0.204
O 9.156 3.331 32.692 0.502 0.407 -0.416
O -0.081 2.329 25.265 0.015 -0.198 0.656
O 0.059 10.859 25.034 0.017 0.442 -0.342
O 12.814 4.499 22.866 0.057 0.1 0.442
O 11.355 -0.708 26.874 0.711 -0.283 0.047
O 6.604 -0.183 32.329 -0.103 -0.639 -0.383
O 9.772 12.92 23.011 -0.452 0.361 0.176
O 3.463 13.24 25.314 0.026 0.1 0.023
O 13.327 5.745 29.957 0.175 0.246 -0.232
O 3.904 14.942 27.236 -0.171 -0.017 0.454
O -1.816 10.018 31.074 0.305 0.656 0.299
O 3.498 12.034 22.968 -0.608 -0.342 0.067
O 9.697 7.867 32.335 0.543 -0.338 -0.198
O 7.379 4.346 23.197 -0.042 -0.193 0.237
O 8.704 14.516 29.773 -0.219 -0.167 -0.587
O 4.773 12.075 30.247 0.132 0.373 -0.529
O 5.716 1.011 30.038 -0.332 -0.541 -0.034
O 1.511 9.944 23.023 0.3 0.483 0.036
O 2.778 -0.48 25.111 0.032 0.173 0.072
O 7.169 12.459 27.176 -0.161 0.054 0.429
O -0.056 2.554 28.034 0.095 -0.096 -0.292
O -1.34 13.329 29.428 0.672 0.157 -0.086
O 13.742 11.22 25.088 -0.376 0.401 0.457
O 8.985 4.267 27.769 0.47 -0.56 -0.128
O 11.169 13.39 25.262 0.332 -0.463 0.461
O 5.188 0.932 27.513 -0.026 0.197 -0.363
O 4.668 9.471 29.804 0.135 -0.245 0.356
O 6.787 13.403 31.117 -0.225 0.527 -0.315
O 9.183 14.118 26.934 -0.05 0.029 0.674
O 11.844 1.72 27.95 -0.06 0.403 -0.245
O 12.486 -0.375 32.606 0.565 -0.489 -0.185
O 1.836 4.205 28.463 -0.241 0.014 -0.263
O 12.618 1.214 30.453 -0.266 0.563 0.479
O 5.201 6.607 33.334 0.072 0.113 -0.264
O -1.33 14.529 27.005 -0.323 0.314 -0.062
O 3.218 8.082 32.487 0.159 -0.112 -0.342
O -1.564 8.381 28.94 0.134 -0.533 0.467
O -0.124 8.205 22.072 0.07 0.119 0.575
O 0.361 0.022 27.803 0.373 -0.019 0.267
O 13.598 3.244 29.339 0.151 -0.105 0.252
O 13.282 -1.292 30.366 0.221 0.06 -0.218
O -0.244 -0.278 25.184 -0.157 -0.176 -0.167
O -1.46 4.44 24.492 -0.134 -0.005 0.038
O 10.914 11.397 28.793 -0.011 0.288 -0.362
O 3.181 4.589 30.611 0.194 0.524 0.186
O 6.791 6.609 24.367 0.094 0.096 0.271
O 8.523 10.446 28.127 0.186 -0.477 -0.221
O 4.57 6.273 25.777 0.224 -0.502 0.156
O 3.219 10.569 31.644 0.254 0.449 0.304

Results
total energy: -101655.435 eV
total energy less fixed offsets of O -438.35, Si -107.03 eV per atom: -2.235 eV
